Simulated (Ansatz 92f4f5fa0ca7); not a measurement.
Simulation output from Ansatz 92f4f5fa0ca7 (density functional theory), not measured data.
Periodic cell of 215 atoms, Si133O82, from a study of silicon, its oxide and their interface. The atomic structure is a simulated model.
Doubt: the cutoff is far below the 930 eV that the study's wrapper takes by default for these files, so forces and energies are approximate.

Settings: functional PBE; potential files Ansatz PAW; basis plane waves; wave-function cutoff 580 eV; density cutoff ratio 5; exchange-correlation grid ratio 1; k mesh 1 x 1 x 1, Gamma-centred; self-consistency stop 5e-08 eV per atom in the density residual; occupations fixed; spin none; net charge 0.

Cell vectors (angstrom)
a 10.938 0 0
b 0 10.938 0
c 0 0 31.3928

Atoms: element, x, y, z (angstrom)
Si 0.5958 -0.4919 23.9646
Si 5.0944 0.5015 24.0362
Si 3.2235 2.0552 23.9808
Si 7.884 3.2834 23.9685
Si -0.4898 5.8093 24.1015
Si 6.0028 4.7955 23.882
Si 2.1341 8.5761 23.9781
Si 8.7125 7.5477 23.8225
Si 1.4654 1.2297 25.3492
Si 6.8742 1.4707 25.241
Si 4.1367 3.9821 25.1316
Si 9.492 4.1409 25.4443
Si 1.2673 6.8481 25.3302
Si 6.8794 6.7124 25.1062
Si 4.0926 9.5246 25.0993
Si 9.5912 9.4807 25.031
Si 2.8245 -0.1 26.6633
Si 8.2401 -0.0277 26.496
Si 0.0292 2.702 26.6021
Si 5.4707 2.7455 26.6537
Si 2.7555 5.4277 26.5324
Si 8.1442 5.5125 26.7003
Si -0.0639 8.2408 26.6472
Si 5.4911 8.1539 26.4723
Si 4.1018 1.3673 27.9746
Si 9.5708 1.3673 27.9746
Si 1.3673 4.1018 27.9746
Si 6.8362 4.1018 27.9746
Si 4.1018 6.8362 27.9746
Si 9.5708 6.8362 27.9746
Si 1.3673 9.5708 27.9746
Si 6.8362 9.5708 27.9746
Si 0 0 29.3418
Si 5.469 0 29.3418
Si 2.7345 2.7345 29.3418
Si 8.2035 2.7345 29.3418
Si 0 5.469 29.3418
Si 5.469 5.469 29.3418
Si 2.7345 8.2035 29.3418
Si 8.2035 8.2035 29.3418
Si 1.3673 1.3673 30.7091
Si 6.8362 1.3673 30.7091
Si 4.1018 4.1018 30.7091
Si 9.5708 4.1018 30.7091
Si 1.3673 6.8362 30.7091
Si 6.8362 6.8362 30.7091
Si 4.1018 9.5708 30.7091
Si 9.5708 9.5708 30.7091
Si 2.7345 0 0.6835
Si 8.2035 0 0.6835
Si 0 2.7345 0.6835
Si 5.469 2.7345 0.6835
Si 2.7345 5.469 0.6835
Si 8.2035 5.469 0.6835
Si 0 8.2035 0.6835
Si 5.469 8.2035 0.6835
Si 4.1018 1.3673 2.0507
Si 9.5708 1.3673 2.0507
Si 1.3673 4.1018 2.0507
Si 6.8362 4.1018 2.0507
Si 4.1018 6.8362 2.0507
Si 9.5708 6.8362 2.0507
Si 1.3673 9.5708 2.0507
Si 6.8362 9.5708 2.0507
Si 0 0 3.418
Si 5.469 0 3.418
Si 2.7345 2.7345 3.418
Si 8.2035 2.7345 3.418
Si 0 5.469 3.418
Si 5.469 5.469 3.418
Si 2.7345 8.2035 3.418
Si 8.2035 8.2035 3.418
Si 1.3414 1.4308 4.7377
Si 6.8206 1.3908 4.9353
Si 4.0885 4.1099 4.734
Si 9.5151 4.1319 4.8767
Si 1.3659 6.8276 4.7914
Si 6.8191 6.8639 4.7394
Si 4.1571 9.5975 4.8652
Si 9.5167 9.6227 4.7476
Si 2.7578 0.1451 6.1136
Si 8.267 -0.0225 6.3184
Si 0.0589 2.8107 6.2164
Si 5.3645 2.846 6.2564
Si 2.7612 5.468 6.1281
Si 8.0491 5.5143 6.2055
Si -0.0704 8.2064 6.0415
Si 5.6261 8.2509 6.2325
Si 3.4742 2.0031 7.464
Si 10.2454 0.8966 7.3368
Si 1.8557 3.7463 7.485
Si 6.1377 4.7196 7.5154
Si 4.4656 6.5491 7.3367
Si 9.1313 7.2787 7.3532
Si 0.8825 10.0806 7.065
Si 7.5015 9.0533 7.6212
O 6.3582 4.0939 9.061
O 7.2574 9.464 9.269
O 8.6214 15.5934 10.1939
O 1.219 9.8286 8.6947
O 3.6169 1.6624 9.0939
O 1.5356 4.1875 9.0895
O 10.54 1.0316 9.0264
O 3.6635 7.4615 8.5149
O 8.1886 7.8698 22.2452
O 8.8147 3.1354 22.5372
O 5.3819 4.9071 22.3236
O 2.4834 2.1919 22.4702
O 11.4014 11.2261 22.4706
O 0.0429 4.788 22.8634
O 2.1511 7.6028 22.5962
O 6.0517 0.2684 22.6716
Si 15.1236 12.3778 10.5882
Si 1.3239 1.961 14.603
Si 3.4843 7.471 10.1267
Si 1.6353 6.3117 18.5021
Si -1.6962 17.0815 14.6764
Si 1.1102 7.1256 15.6523
Si 7.1936 12.1282 14.4306
Si 10.1449 3.8187 21.8281
Si 5.5625 6.6734 12.0025
Si 1.6211 2.2607 17.5779
Si 7.0689 4.27 10.5178
Si 12.7501 9.8861 14.6918
Si -1.1118 5.1215 19.0543
Si 3.1086 14.2979 12.7023
Si 2.6891 7.6618 21.0664
Si 2.3374 10.0376 11.6085
Si 7.2461 11.6855 18.5875
Si 5.9584 -0.2284 21.1374
Si 8.2947 7.7579 12.3557
Si 11.0958 -0.3758 9.7127
Si 5.4074 13.1762 16.8346
Si -1.4037 3.0905 14.5252
Si 7.1877 7.9355 20.9601
Si -5.7673 5.6195 20.8821
Si 3.2089 10.8573 17.1023
Si 9.6119 5.9407 10.1538
Si -1.3771 2.5497 17.7184
Si 12.2049 12.3943 21.6293
Si 3.8701 4.2024 18.4005
Si -4.5163 6.948 16.0203
Si 6.9251 12.2977 11.4819
Si 8.1004 7.6221 18.1856
Si 8.3112 9.9535 10.4388
Si 3.1803 10.5918 20.0327
Si 1.5699 4.9587 10.5276
Si 7.3394 9.6403 16.3394
Si 3.8801 5.8817 14.4073
O 8.2062 0.6 10.8239
O 4.2856 22.9438 16.6977
O 5.7333 1.0003 10.4383
O 8.9693 14.8496 18.3711
O 1.6585 7.1505 19.9039
O 3.9957 6.7267 20.9577
O -4.1465 7.3432 12.821
O 3.4575 11.1509 11.3246
O 7.8139 6.2862 15.4556
O 11.8045 8.6024 15.0113
O 13.664 6.0964 10.5426
O 0.1518 2.423 18.222
O 0.474 5.1693 18.6319
O 6.2975 19.4988 15.6585
O -2.3849 8.7131 17.0048
O 4.3165 17.6106 13.0536
O 2.7351 3.0068 18.527
O 1.8139 11.5919 17.4807
O 4.8001 4.4841 19.7336
O 13.963 9.8799 15.8105
O 1.3517 7.3159 17.2542
O 6.4661 11.8039 12.9975
O -2.1494 7.0464 11.0013
O 11.1224 2.6334 21.2519
O 0.0537 13.65 13.9335
O 1.9017 4.0427 11.845
O 9.853 6.53 8.6667
O 6.0293 9.0741 21.1736
O 9.3023 7.3415 13.5603
O 9.7871 -1.337 9.8524
O 0.8931 10.6863 11.1688
O 8.1828 9.3165 11.9496
O 4.5488 0.3472 20.5639
O 2.4233 -4.5551 14.9731
O -4.6541 2.0048 18.1915
O 6.5407 6.4747 20.5995
O -1.2597 4.8687 20.6524
O 7.1836 13.8839 11.4375
O 5.0815 6.1523 15.5141
O 1.682 13.6921 16.0048
O 3.0569 5.5894 18.1287
O -0.2794 6.268 15.4884
O 2.3883 9.6834 13.1923
O 2.5514 2.0803 13.5489
O -3.2398 10.7607 15.2012
O -2.173 12.146 18.1953
O 11.9411 11.3045 14.7955
O 3.7669 15.267 13.8632
O 3.5204 10.0817 18.4974
O 2.9462 9.244 20.8775
O 6.2971 2.121 15.4587
O 11.0437 -5.3345 10.8243
O -1.4394 2.7904 16.1199
O 7.1394 11.3198 20.1719
O 6.679 6.9266 17.6601
O -2.4759 12.9929 13.9078
O -1.6996 17.4441 18.4531
O 7.9718 8.4063 19.6044
O -6.8003 13.7012 11.5724
O 2.6395 8.6987 10.7494
O 6.1485 5.2691 11.4282
O 4.7685 3.7312 17.093
O 9.1971 4.6198 14.0877
O 15.9466 7.5271 10.7402
O 6.7408 -0.4938 17.636
O 1.9471 11.6396 20.3162

Results
free energy: -131182.316 eV
free energy less fixed offsets of O -568.88, Si -635.61 eV per atom: 1.974 eV

Forces (eV/angstrom), in the order of the atoms: element, x, y, z
Si -0.3235 0.5075 -0.0855
Si 0.5553 -0.2436 0.1277
Si -0.5451 0.3385 -0.1204
Si 0.633 -0.3788 -0.1657
Si 0.409 -0.4296 0.0748
Si -0.5768 0.359 -0.1203
Si 0.2461 -0.5676 0.167
Si -0.3691 0.4076 -0.2452
Si -0.0132 -0.0058 0.0043
Si -0.1326 -0.0185 0.0554
Si 0.0495 -0.054 0.0016
Si 0.0128 0.1191 0.0144
Si 0.0202 0.1182 -0.0588
Si -0.0513 -0.0586 -0.0637
Si -0.1038 0.112 -0.1774
Si 0.0909 -0.0478 0.0139
Si 0.0032 -0.0418 0.1189
Si -0.0579 -0.0188 -0.0052
Si 0.0405 -0.0799 -0.0252
Si 0.1191 0.0381 -0.0179
Si 0.0415 0.0598 -0.0129
Si -0.0384 -0.0609 0.1501
Si 0.0299 -0.0021 -0.0079
Si 0.0536 0.026 0.1154
Si 0.2731 -0.2407 0.3252
Si 0.0457 -0.3451 -0.4183
Si 0.2038 -0.0522 -0.3185
Si -0.3843 0.1431 0.6762
Si 0.1202 -0.1349 -0.7159
Si -0.2736 0.3237 0.5498
Si -0.0251 -0.1702 0.3407
Si 0.0402 -0.1317 -0.889
Si 0.0728 0.0258 0.0108
Si -0.0486 0.1358 0.0066
Si -0.0265 -0.0338 0.0067
Si -0.1127 0.0201 -0.0471
Si -0.0231 0.0827 -0.0405
Si 0.0509 -0.0892 0.0698
Si -0.1868 -0.0249 -0.0311
Si 0.0705 -0.0965 0.0684
Si -0.0407 -0.0045 0.0055
Si 0.0795 -0.0688 -0.0038
Si -0.0049 0.0667 0.0105
Si 0.0497 -0.053 -0.0422
Si 0.1159 -0.0404 -0.0159
Si -0.0828 0.0704 0.0173
Si 0.0415 -0.0674 -0.0317
Si -0.0276 0.051 0.0025
Si 0.0275 0.0028 -0.0036
Si -0.0108 0.0451 0.0301
Si -0.0061 0.0654 0.032
Si -0.0036 -0.0395 -0.0067
Si -0.1485 0.0254 0.0353
Si 0.0212 -0.0032 -0.0049
Si -0.0083 -0.0524 -0.0102
Si -0.0474 0.0491 0.0334
Si -0.0189 0.0494 0.0202
Si 0.0532 -0.0704 -0.0158
Si 0.0526 -0.07 -0.0276
Si -0.0176 0.0349 0.0281
Si 0.0501 -0.0448 -0.0385
Si 0.0384 0.0591 0.0141
Si 0.0255 0.056 0.0446
Si 0.0471 -0.0486 -0.0235
Si -0.1316 0.2416 -0.1904
Si 0.2703 0.2189 0.5837
Si -0.0496 0.1571 -0.5904
Si -0.0884 -0.1033 0.7981
Si -0.2463 -0.1539 0.368
Si -0.1003 0.1536 -0.3224
Si 0.2953 0.1629 0.5434
Si -0.0727 0.1356 -0.4226
Si 0.0977 0.0577 -0.0575
Si -0.0353 -0.0434 -0.0446
Si -0.0741 -0.0625 -0.0566
Si 0.055 0.0482 -0.0193
Si -0.0532 0 0.0155
Si 0.0016 0.0207 -0.0609
Si -0.0709 -0.0083 -0.0073
Si 0.0046 -0.1311 -0.1539
Si -0.0573 -0.0437 -0.0257
Si 0.0233 0.1503 -0.0221
Si 0.0261 -0.0006 -0.0979
Si -0.0125 -0.032 -0.0046
Si 0.0766 0.0061 -0.0243
Si -0.0344 0.0566 0.1359
Si -0.1031 0.1348 0.0496
Si 0.0359 0.0386 -0.0553
Si 0.3871 -0.505 0.2213
Si -0.2096 0.2773 0.1643
Si -0.412 0.4335 0.399
Si 0.3094 -0.42 0.1644
Si -0.2683 0.4477 -0.042
Si 0.4377 -0.5195 -0.0767
Si 0.5837 -0.3897 -0.0335
Si -0.424 0.3708 0.3783
O -0.1458 0.1258 -0.2684
O 0.0796 -0.2414 -0.408
O 0.0331 0.0054 -0.1195
O -0.3277 0.1973 0.0759
O -0.2075 0.2005 -0.3434
O 0.1225 -0.2959 -0.4146
O 0.0786 -0.1677 -0.2824
O 0.1173 -0.1584 -0.1431
O 0.1812 -0.1007 0.2647
O -0.3219 0.0764 0.1204
O 0.1554 -0.1845 0.2679
O 0.1046 -0.1595 0.044
O 0.098 -0.1489 0.1231
O -0.0759 0.1771 -0.0948
O -0.1608 0.1082 0.1229
O -0.0981 0.1519 0.0534
Si 0.1059 -0.053 0.2089
Si 0.0068 0.0397 -0.0374
Si 0.0996 0.0026 0.3645
Si -0.0075 -0.0937 -0.1472
Si -0.0386 0.0339 0.0017
Si 0.0401 -0.0485 0.0141
Si -0.0354 0.0164 0.008
Si -0.1206 0.1914 0.0922
Si 0.0171 0.0163 0.1794
Si -0.0381 0.0783 -0.1534
Si -0.0128 -0.039 0.2878
Si 0.1027 0.0251 -0.0142
Si 0.0102 0.0004 -0.3123
Si 0.0686 -0.1214 0.0567
Si -0.0446 -0.0032 -0.2503
Si 0.1387 0.123 0.1525
Si 0.0448 0.1033 -0.2149
Si -0.0189 -0.0292 -0.2978
Si -0.158 -0.078 0.2178
Si 0.1712 0.0214 0.2666
Si 0.0984 -0.0761 -0.1556
Si 0.0071 -0.0974 0.0827
Si -0.0019 0.0798 -0.2335
Si 0.0519 -0.034 -0.2588
Si 0.0108 -0.0374 -0.1055
Si -0.268 0.0458 0.2286
Si -0.0872 0.0526 -0.1822
Si 0.1921 -0.086 0.0432
Si -0.0673 0.0113 -0.1201
Si -0.0175 -0.0602 -0.0493
Si -0.0982 -0.1417 0.1163
Si 0.0559 -0.1045 -0.1371
Si -0.0354 0.1478 0.3166
Si 0.0943 -0.0416 -0.2349
Si 0.1879 -0.033 0.3089
Si 0.0468 0.0975 -0.1114
Si -0.0286 -0.0135 -0.0429
O 0.0398 -0.0965 -0.1144
O 0.0012 -0.0247 0.0172
O 0.0167 0.0233 -0.0731
O 0.0327 0.048 0.1037
O 0.0135 -0.015 0.1114
O -0.0379 -0.0108 0.037
O 0.038 0.0057 -0.1183
O -0.0539 -0.0033 -0.039
O 0.0666 -0.0214 0.0031
O -0.0545 0.0078 -0.0152
O 0.0507 -0.012 -0.131
O 0.049 -0.0239 0.0383
O -0.0178 -0.0096 0.0829
O 0.032 0.0411 0.0364
O -0.0752 -0.0158 0.045
O -0.0019 0.0033 -0.1154
O 0.028 0.0271 0.086
O -0.056 0.0157 0.0548
O 0.0467 0.0822 0.1685
O 0.0243 0.0307 0.0391
O -0.0047 0.0137 0.1082
O 0.0107 0.0049 -0.0686
O 0.116 -0.0288 -0.1966
O 0.0215 -0.0626 -0.0468
O 0.0056 0.0048 -0.0232
O -0.1197 0.0954 -0.2047
O -0.064 0.2113 -0.1391
O 0.0172 -0.0434 0.1389
O -0.0023 -0.007 -0.0742
O 0.09 -0.0618 -0.0414
O -0.204 -0.0169 -0.1666
O 0.0243 0.0877 -0.1887
O -0.0093 0.024 0.0416
O -0.0053 0.0131 -0.0546
O -0.0003 -0.0581 0.1085
O 0.0189 -0.0792 0.088
O -0.0015 -0.1102 0.1596
O 0.0401 0.1656 -0.0929
O 0.0639 0.0106 0.0466
O -0.0233 -0.0192 0.103
O 0.0154 -0.0132 0.0831
O -0.0315 -0.0072 -0.0018
O -0.0131 -0.0105 -0.1369
O -0.0046 0.0331 0.0061
O 0.0081 -0.083 0.0048
O 0.0029 -0.0423 0.0761
O -0.0525 -0.0244 0.0205
O -0.0155 0.0216 -0.0493
O -0.0008 0.0609 0.179
O 0.0224 -0.0027 0.0839
O -0.0315 -0.0192 0.0261
O -0.0496 -0.0032 -0.0715
O 0.0078 -0.0104 0.1057
O -0.0095 0.0049 0.0952
O 0.0633 0.0717 0.0379
O 0.0183 0.032 -0.0708
O -0.0092 0.0076 0.0759
O -0.0223 -0.0036 0.142
O -0.015 0.0429 -0.0571
O -0.0602 -0.0786 -0.1186
O 0.0587 -0.0479 -0.0794
O -0.0211 -0.0232 0.1114
O -0.0167 0.0225 -0.0298
O -0.1027 0.0474 -0.2159
O -0.0691 -0.0117 0.1486
O -0.1339 0.1523 0.1574

The program warned: the cutoff lies below the one the program advises for these potential files; the forces do not sum to zero within the program's tolerance; the exchange-correlation potential is rough where the density is thin.
